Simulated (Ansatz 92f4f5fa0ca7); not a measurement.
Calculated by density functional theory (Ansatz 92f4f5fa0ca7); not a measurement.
Periodic cell of 256 atoms, Si144O112, from a study of silicon, its oxide and their interface. The atomic structure is a simulated model.
Doubt: the cutoff is far below the 930 eV that the study's wrapper takes by default for these files, so forces and energies are approximate.
This geometry differs little from another in the collection (a relaxation step or a small displacement).

Settings: functional PBE; potential files Ansatz PAW; basis plane waves; wave-function cutoff 580 eV; density cutoff ratio 5; exchange-correlation grid ratio 1; k mesh 1 x 1 x 1, Gamma-centred; self-consistency stop 5e-08 eV per atom in the density residual; occupations fixed; spin none; net charge 0.

Cell vectors (angstrom)
a	10.938	0	0
b	0	10.938	0
c	5.3342	4.8172	36.1503

Atoms and the computed forces on them: element, x, y, z (angstrom), force x, y, z (eV/angstrom)
Si	7.007	3.0578	28.6509	-0.0121	0.0171	0.0018
Si	9.6529	5.8893	28.7752	-0.0115	0.008	0.0024
Si	6.5529	9.0909	28.7194	0.0136	-0.0205	0.0094
Si	9.1984	0.7848	28.7915	0.0171	-0.0139	0.0148
Si	0.9579	3.6675	28.6967	0.004	-0.0189	0.0116
Si	3.6831	6.4315	28.5401	0.0152	-0.0072	0.0073
Si	12.3928	8.7025	28.6691	-0.0127	0.0065	0.0093
Si	4.2586	0.3326	28.6755	-0.0177	0.0088	0.014
Si	8.0544	4.7148	30.0074	-0.0075	0.0054	0.001
Si	10.8136	7.5321	29.996	-0.0018	0.0054	0.001
Si	8.0295	-0.6996	30.1327	0.0084	-0.0055	-0.0023
Si	10.8155	2.0213	29.9972	0.0085	0.0032	-0.0061
Si	2.6033	4.8191	29.93	0.0056	-0.008	-0.0001
Si	5.3241	7.4835	29.9271	-0.0006	-0.0031	-0.0001
Si	13.5747	10.2224	30.0202	-0.0039	0.0117	-0.0018
Si	5.3344	2.0197	29.9511	-0.0086	0.0093	-0.0029
Si	6.7029	6.1491	31.3308	0.0073	0.0016	0.0077
Si	9.4629	8.8862	31.3867	0.0035	-0.0028	0.0114
Si	6.6783	0.7222	31.4134	0.001	0.0002	0.0185
Si	9.4572	3.4017	31.3867	0.001	-0.002	0.0118
Si	12.1948	6.1746	31.3661	-0.0035	0.0049	0.0083
Si	14.946	8.8658	31.3748	0.0007	-0.0022	0.0072
Si	12.2065	11.6273	31.3555	0.004	-0.007	0.007
Si	3.9768	3.442	31.3098	0.0023	-0.0017	0.0063
Si	5.3342	4.8172	32.7321	-0.0486	-0.104	-0.2206
Si	8.0687	7.5517	32.7321	-0.0707	-0.2559	-0.1121
Si	5.3342	10.2862	32.7321	-0.1092	-0.1442	0.2716
Si	8.0687	2.0827	32.7321	-0.013	-0.0488	0.328
Si	10.8032	4.8172	32.7321	0.0907	-0.0406	0.0012
Si	13.5377	7.5517	32.7321	0.1006	-0.1116	0.1495
Si	10.8032	10.2862	32.7321	0.1623	-0.0026	-0.0043
Si	13.5377	2.0827	32.7321	0.1248	0.0616	-0.2187
Si	1.3673	-1.3673	3.418	0.2508	-0.0288	0.0601
Si	4.1018	1.3673	3.418	0.0161	-0.0483	-0.1232
Si	1.3673	4.1018	3.418	-0.033	0.1448	0.3298
Si	4.1018	-4.1018	3.418	-0.6835	0.0511	-0.0127
Si	6.8362	-1.3673	3.418	-0.0385	0.1738	0.0284
Si	-1.3673	1.3673	3.418	-0.0879	0.3283	-0.0571
Si	6.8362	4.1018	3.418	0.144	-0.0232	-0.2952
Si	-1.3673	6.8362	3.418	0.1939	0.104	-0.2793
Si	2.7786	-0.0151	4.8008	0.0131	0.0095	-0.0058
Si	5.4163	2.8032	4.7514	-0.0023	-0.0017	-0.0205
Si	2.6747	5.5168	4.8616	-0.0076	-0.0024	-0.0079
Si	5.3865	-2.6818	4.7389	-0.0031	0.0083	0.004
Si	-2.7397	0.0461	4.7799	-0.017	0.0002	-0.0109
Si	-0.0283	2.7702	4.814	0.0022	0.0022	0.0005
Si	8.2771	5.4261	4.7372	0.0153	0.0232	-0.0054
Si	-0.0248	-2.7006	4.7838	-0.0265	-0.014	-0.0048
Si	1.3653	1.386	6.0874	-0.0062	-0.0021	0.0059
Si	4.0746	4.1482	6.2034	0.0056	-0.001	0.0261
Si	1.2834	-4.0177	6.2734	0.0279	0.0099	0.0137
Si	4.1701	-1.3387	6.2785	0.0065	-0.0069	0.0055
Si	-4.0699	1.5104	6.0694	0.0035	-0.0029	0.0227
Si	-1.2698	4.2037	6.2799	0.002	-0.0094	0.0096
Si	6.7778	-4.1315	5.8596	-0.0011	-0.0091	0.0045
Si	-1.3315	-1.2639	6.1453	0.0318	0.0081	0.0156
Si	0.332	-0.1679	7.4988	-0.0226	-0.0034	-0.0273
Si	2.8526	2.5521	7.4688	-0.0078	0.0203	-0.0283
Si	-0.4211	-4.9517	7.7552	-0.0491	0.0236	0.0098
Si	2.5081	-2.4738	7.5477	0.0094	-0.0058	-0.0301
Si	5.2912	0.458	7.4232	0.0208	-0.0245	-0.0367
Si	-2.9218	3.0677	7.4553	0.0134	-0.0207	-0.014
Si	5.7925	5.3053	7.3507	-0.0164	0.01	-0.0166
Si	-2.7553	-2.833	7.1145	0.0146	-0.0307	0.0011
Si	6.7014	3.45	34.0993	0.0186	-0.0026	-0.0057
Si	9.4359	6.1845	34.0993	-0.0679	-0.0278	-0.0163
Si	6.7014	8.919	34.0993	-0.0222	0.0285	-0.0028
Si	9.4359	11.6535	34.0993	-0.0533	0.001	-0.006
Si	12.1704	3.45	34.0993	-0.0131	0.0242	-0.0204
Si	3.9669	6.1845	34.0993	-0.0788	0.0006	-0.0083
Si	12.1704	8.919	34.0993	0.0038	0.0311	-0.0096
Si	14.9049	11.6535	34.0993	-0.0449	-0.019	-0.0069
Si	8.0687	4.8172	35.4666	0.0191	-0.0002	-0.0046
Si	10.8032	7.5517	35.4666	0.034	-0.0137	-0.0205
Si	8.0687	10.2862	35.4666	0.0465	-0.0018	-0.0113
Si	10.8032	2.0827	35.4666	0.0269	-0.0128	-0.0317
Si	2.5997	4.8172	35.4666	0.0201	0.004	-0.0162
Si	5.3342	7.5517	35.4666	0.0175	-0.036	-0.0241
Si	13.5377	10.2862	35.4666	-0.008	0.0067	-0.0077
Si	5.3342	2.0827	35.4666	0.0209	-0.0457	-0.0201
Si	1.3673	1.3673	0.6835	-0.0205	0.0423	0.0124
Si	4.1018	4.1018	0.6835	-0.0194	-0.0084	0.0376
Si	1.3673	6.8362	0.6835	-0.0011	0.0194	-0.0088
Si	4.1018	-1.3673	0.6835	-0.0106	-0.0198	0.0374
Si	6.8362	1.3673	0.6835	0.0148	-0.0164	-0.0089
Si	-1.3673	4.1018	0.6835	-0.0253	0.0227	0.037
Si	6.8362	-4.1018	0.6835	-0.0692	0.0606	0.0075
Si	-1.3673	-1.3673	0.6835	-0.046	0.0039	0.0295
Si	0	0	2.0507	0.0894	0.0522	0.0532
Si	2.7345	2.7345	2.0507	0.0305	-0.0582	0.0474
Si	0	5.469	2.0507	0.073	0.1073	-0.0215
Si	2.7345	-2.7345	2.0507	-0.0558	-0.111	-0.051
Si	5.469	0	2.0507	0.0857	0.1096	-0.0243
Si	8.2035	2.7345	2.0507	-0.076	-0.0766	-0.0488
Si	5.469	5.469	2.0507	0.1221	0.0392	0.0501
Si	8.2035	-2.7345	2.0507	0.0166	-0.0625	0.0347
Si	12.985	1.4464	21.9291	-0.0006	0.0002	-0.0052
Si	0.0917	14.0694	23.3269	0.002	-0.0004	-0.0032
Si	13.3475	4.4688	21.9765	0.0017	-0.0007	-0.0041
Si	-2.7595	1.522	19.3114	-0.0003	-0.0004	-0.0015
Si	7.8717	2.7196	23.1443	-0.0036	0.0012	-0.0057
Si	0.8336	-2.9566	15.3214	0.0002	-0.0015	0
Si	8.2789	1.4249	16.2252	0.0017	-0.0003	0.004
Si	3.9856	-5.7039	19.5989	-0.0012	-0.0002	-0.0026
Si	-0.7438	7.2946	10.4984	-0.0003	0.01	-0.006
Si	0.3535	5.1136	14.7885	-0.0016	-0.0001	-0.0011
Si	4.0853	-4.3363	9.6114	-0.0052	0.0024	0.0031
Si	8.629	3.9916	14.459	-0.0018	0.0014	0.0027
Si	-3.0285	-2.8854	12.2888	0.0007	0.0053	-0.0009
Si	0.8789	-1.8563	12.2785	-0.0043	-0.0041	0.0007
Si	-0.1095	1.0485	12.2015	-0.0108	0.0003	-0.0026
Si	4.6292	4.5864	16.7673	-0.0004	-0.0018	0.0025
Si	5.37	1.3482	10.2237	0.0062	0.0043	-0.0011
Si	4.0939	-3.8538	23.0601	0.0042	-0.0046	-0.0023
Si	3.9827	-0.4374	16.9382	-0.0029	-0.0042	0.0018
Si	7.877	7.2634	26.5362	0.0011	-0.0025	-0.0081
Si	10.8711	0.3089	19.9682	-0.0015	-0.0004	-0.0022
Si	5.9968	10.2918	18.9646	0.0014	0.0002	0.0016
Si	13.5242	2.0104	12.651	0.0007	0.0053	0.0012
Si	9.433	1.2333	9.5802	-0.0023	-0.0053	-0.0009
Si	7.9248	-0.664	14.3371	-0.0001	-0.0011	0.0021
Si	3.7465	10.3872	12.0104	0.0012	-0.0014	-0.0018
Si	14.8437	1.0523	25.664	-0.0037	0.0003	0.0023
Si	-0.0749	-0.5045	26.4861	0.0022	0.0007	-0.0077
Si	12.2559	2.3342	25.8678	-0.0025	-0.0026	0.0057
Si	-2.7464	-1.5943	9.6805	0.0102	0.0121	-0.0002
Si	8.1379	6.6254	19.5472	0.002	-0.0039	-0.0009
Si	11.6618	13.1425	14.9258	-0.0012	-0.0001	0.0019
Si	3.3822	3.5853	10.1566	-0.0034	0.0088	0.0007
Si	3.9809	-0.7792	23.2371	0.0001	0.0004	-0.0035
Si	6.9008	4.1071	20.61	0.0011	0.001	-0.007
Si	7.3724	5.9309	16.7007	0.0016	-0.0004	-0.0004
Si	5.152	5.8711	25.7434	0.0013	0.0024	-0.0016
Si	6.2308	8.853	16.4263	-0.0002	-0.0035	0.0014
Si	6.8378	-8.95	12.9645	-0.0011	-0.0007	-0.0044
Si	11.803	-0.3336	16.9821	-0.0004	-0.0029	0.0021
Si	4.9995	7.7107	12.4502	-0.0054	-0.0039	-0.0044
Si	9.3213	-2.0347	21.3487	0.0036	-0.0011	-0.0054
Si	7.1834	10.5302	22.7891	-0.0005	-0.0007	-0.0065
Si	6.1373	3.145	25.6169	0.0015	0.0034	0.0044
Si	3.0694	6.3508	14.63	0.0003	-0.0012	0.0018
Si	5.3146	7.7062	20.3392	-0.0007	0.0015	-0.006
Si	9.1577	-2.0057	24.3206	0.001	-0.0055	-0.0003
Si	5.2277	1.8176	15.4893	-0.0023	0.0013	0.0026
O	7.3539	-2.1623	8.3969	0.009	-0.0047	0.0057
O	3.5106	0.7119	13.0002	-0.0007	-0.002	-0.0001
O	7.5783	1.1735	22.7053	-0.0005	0.0001	0.0045
O	6.8616	9.4855	17.8067	-0.0021	-0.0009	-0.0013
O	6.6545	6.264	26.2064	-0.0036	-0.0008	0.0013
O	-1.7974	-4.085	7.5845	-0.0249	0.0183	0
O	13.4901	7.5762	28.1701	-0.0007	0.0047	-0.0093
O	6.8897	4.1964	7.9108	-0.0036	0.0025	0.012
O	3.059	-3.2993	8.8748	0.0037	-0.0095	0.0121
O	11.0458	-0.0857	18.3931	0.0011	-0.0005	0.0019
O	5.1757	4.3658	25.1064	-0.0003	-0.0057	0.002
O	4.5525	3.0609	16.2585	0.0009	-0.0026	0
O	12.2587	1.0193	20.5012	0.0014	-0.0002	0.0053
O	2.3358	3.0525	8.9846	0.0043	0.0006	0.0139
O	12.4981	3.0706	27.2947	-0.0016	-0.0035	-0.0083
O	-1.1849	1.6477	11.1317	0.004	-0.0011	0.006
O	9.6314	-0.0819	27.462	-0.0046	-0.0008	-0.0022
O	11.2798	-1.7502	16.3098	0.001	-0.0012	-0.0007
O	5.4349	10.1993	28.2229	-0.0003	0.0018	-0.0096
O	5.3204	-4.7169	8.6284	0.0008	-0.0013	0.0038
O	4.1909	5.8993	27.0638	0.0002	0.0003	-0.0044
O	6.5516	7.3043	12.8218	0.0002	-0.0009	0.0011
O	8.9971	6.5013	27.4139	0.0029	-0.0009	0.0035
O	3.4319	8.6073	23.0571	-0.0027	0.0007	0.0037
O	1.4154	-1.3114	8.0417	-0.0044	0.0067	0.0196
O	8.4197	-0.0164	9.5668	0.0019	-0.0053	-0.0006
O	-0.1565	0.7356	8.7977	-0.0019	0.0043	0.0122
O	16.2227	7.242	21.9199	-0.0028	-0.0011	0.0033
O	13.9793	0.2257	22.3472	0.0021	-0.0032	0.0037
O	11.4513	3.6921	15.645	0.0009	-0.0019	0.0012
O	11.2921	3.2765	24.94	-0.0022	0.0008	0.0024
O	9.4463	3.1221	22.977	0.0002	-0.0012	0.0029
O	7.3111	8.5605	27.3525	-0.0015	0.004	0
O	-0.2907	6.0878	9.4546	0.0105	-0.0119	-0.0253
O	11.6329	0.8506	26.0677	0.004	0.0072	0.0024
O	6.1493	4.9821	17.2219	-0.0013	-0.0008	0.0004
O	-0.3007	1.6837	13.7086	0.0007	-0.0027	-0.0005
O	-6.1614	0.1687	18.2394	0	-0.001	-0.001
O	-2.2357	2.4841	8.8447	0.0016	0.0029	0.0049
O	0.5683	-3.1253	11.3025	0.0018	0.003	0.008
O	4.6959	-3.5994	10.9066	0.0032	0.002	0.0066
O	3.8806	1.2786	7.6532	-0.0034	0.0091	0.0103
O	6.9377	3.644	22.1725	0.0024	-0.0049	0.0079
O	15.5466	9.017	16.5878	-0.0008	-0.0012	0.0023
O	-0.0178	6.5597	15.53	0.0013	0.0002	0.0016
O	2.6189	-6.0817	20.4074	-0.0017	-0.002	0.0061
O	3.5934	0.7919	27.2433	-0.002	0.0035	-0.0112
O	6.6573	1.4645	16.1795	0	-0.0007	-0.0007
O	10.5103	-1.0526	20.8076	-0.0032	-0.0044	0.0031
O	3.366	5.2053	10.0502	-0.0002	-0.0015	-0.0011
O	7.0401	0.3934	19.6325	0.0001	-0.0007	0.0016
O	9.567	1.304	20.1551	-0.0004	-0.001	0.0024
O	-0.9374	4.6821	13.8433	0	-0.0006	-0.0005
O	8.1612	1.9479	28.2626	-0.0027	0.0005	-0.0094
O	6.4191	1.7538	11.4111	-0.0007	0	0.0035
O	8.5436	-1.9311	13.4859	-0.0001	-0.0032	0.0003
O	-3.5249	-1.9086	11.0679	-0.0025	-0.0069	0.0053
O	2.1373	2.4779	14.1387	0.0012	-0.001	0.0003
O	4.2116	11.5025	15.6743	0.0007	0.0002	0.0012
O	11.7956	4.3631	22.524	-0.0032	-0.0011	0.0026
O	5.3801	1.7116	25.4722	-0.0023	0.0004	0.0021
O	12.3026	1.4973	11.7022	0.0029	-0.0013	-0.0013
O	9.7266	-2.5238	22.8672	0.0011	-0.0006	0.0037
O	7.9816	5.1931	15.3744	0.0014	-0.0037	0.0004
O	3.6989	-6.2204	18.0884	0.0008	-0.0011	0.0009
O	8.6966	1.4776	17.7739	-0.0019	-0.0009	0.0008
O	-0.1663	-0.5911	12.1503	0.004	-0.0019	0.001
O	7.5939	0.5866	13.3426	-0.0003	-0.0015	0.0024
O	-1.2867	-2.3413	9.6587	-0.0033	-0.0045	-0.0048
O	2.4314	-0.5766	17.2981	-0.0004	0.0004	-0.0003
O	3.9426	6.9156	13.387	0.0018	0.0013	0.0005
O	6.4628	3.5212	27.1714	-0.0036	-0.0031	-0.0072
O	7.4777	3.0231	24.6992	0.0001	-0.0021	0.0022
O	17.5444	9.6905	15.0844	0.002	0.0004	-0.0015
O	6.0177	0.6217	8.9114	0.001	0.0021	0.0198
O	-1.7514	7.671	20.2581	-0.0012	0.0008	0.0037
O	10.3383	-1.242	25.1389	-0.0062	-0.0042	-0.0013
O	2.7779	2.1264	25.1536	0.0038	-0.0016	0.0011
O	9.0161	-3.9384	11.6488	-0.0032	-0.0051	0.004
O	11.6766	-2.3877	13.7999	0.0005	-0.0005	-0.0018
O	4.834	-1.6009	12.6191	-0.001	-0.0005	0.0007
O	6.6704	7.2882	19.5785	-0.0014	-0.0012	0.0031
O	4.0932	5.5253	15.566	-0.0009	0.001	-0.0004
O	12.7428	5.434	14.0629	0.0016	0	0.0011
O	5.5625	-0.6174	22.8069	-0.0012	-0.0009	0.0041
O	7.7484	3.3497	13.2196	-0.0005	-0.002	0
O	8.4144	6.2207	17.9582	-0.0021	-0.0001	0.0026
O	3.1724	3.234	11.7481	-0.0011	-0.0053	0.0067
O	-5.4148	2.1926	13.9255	0.0017	-0.0004	-0.0001
O	8.0262	5.2851	20.4578	-0.001	-0.0023	0.0024
O	2.407	7.5606	15.522	-0.002	-0.0005	0.0005
O	8.6195	7.6518	25.1514	0.004	0.0064	0.0022
O	10.7725	4.7941	28.2597	-0.0044	0.0035	-0.0096
O	5.2427	9.3164	20.0615	-0.0012	-0.0009	0.003
O	8.8913	-8.1929	15.4965	-0.0021	0.0004	-0.0004
O	15.618	6.8936	24.5675	-0.0024	0.0002	0.0017
O	2.91	2.8693	21.9877	-0.0006	-0.0029	0.0035
O	6.7379	7.3411	16.2005	-0.0005	-0.0012	0.0024
O	4.784	2.8235	9.788	-0.0019	-0.0046	-0.0028
O	11.6667	1.0085	16.0364	0.0002	-0.0002	0.0004
O	3.161	5.735	22.7716	-0.0004	0.0013	0.0049
O	5.3622	4.5594	20.2324	-0.0001	-0.0011	0.0021
O	4.2668	0.2029	10.6548	0	-0.0044	0.0006
O	14.7746	-0.3372	24.8115	0.0013	-0.0022	0.0022
O	11.8369	9.405	27.289	0.0027	-0.0036	0.0016
O	7.8748	-1.2597	21.5485	-0.0008	0.0001	0.0044
O	7.4332	2.922	19.6321	-0.0014	0.0009	0.0051
O	4.1096	6.8749	19.608	0.0012	-0.0012	0.0046
O	-2.1013	0.0293	15.527	-0.0003	-0.0025	-0.0004
O	7.8787	9.9412	24.1446	-0.0015	0.0006	0.006
O	2.3659	-1.3846	11.8228	0.0001	0.0002	0.0022
O	11.6942	1.6825	22.9194	-0.0012	0.0003	0.0023

Results
free energy: -155242.554 eV
free energy less fixed offsets of O -568.88, Si -635.61 eV per atom: -0.154 eV

The program warned: the cutoff lies below the one the program advises for these potential files; the exchange-correlation potential is rough where the density is thin.
